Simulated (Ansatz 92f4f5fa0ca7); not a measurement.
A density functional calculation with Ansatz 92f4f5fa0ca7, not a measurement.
Periodic cell of 459 atoms, Si304O155, from a study of silicon, its oxide and their interface. The atomic structure is a simulated model.
Doubt: the cutoff is far below the 930 eV that the study's wrapper takes by default for these files, so forces and energies are approximate.

Settings: functional PBE; potential files Ansatz PAW; basis plane waves; wave-function cutoff 580 eV; density cutoff ratio 5; exchange-correlation grid ratio 1; k mesh 1 x 1 x 1, Gamma-centred; self-consistency stop 5e-08 eV per atom in the density residual; occupations fixed; spin none; net charge 0.

Cell vectors (angstrom)
a 15.4691 0 0
b 0 15.4691 0
c 4.0816 -3.4313 34.2342

Atoms and the computed forces on them: element, x, y, z (angstrom), force x, y, z (eV/angstrom)
Si 12.3941 -3.5223 24.2396 -0.0021 0.0057 0.0261
Si 12.4364 -7.35 24.2149 -0.0179 -0.0042 -0.0047
Si 4.6337 -3.4657 23.9841 -0.0217 -0.008 -0.0111
Si 4.8347 0.532 24.1384 -0.0098 -0.0026 0.0128
Si 4.5607 -10.9254 24.0486 -0.0028 0.0078 0.0145
Si 4.7 -7.3456 24.3523 0.0003 0.0089 0.0187
Si 7.7553 -3.3946 24.1439 0.0096 0.0013 -0.0036
Si 7.249 0.5465 24.1869 0.0127 0.0013 0.013
Si 7.7043 -11.1706 24.1132 -0.0241 0.0034 0.0013
Si 7.1324 -7.3305 24.0223 0.0098 0.0027 0.0112
Si 12.4175 0.2974 23.903 -0.0001 0.0032 0.0039
Si 12.4391 -11.1636 24.1471 -0.0065 -0.0046 -0.0088
Si -0.636 -3.4831 24.0773 0.0132 0.005 0.0178
Si -0.5664 0.376 23.8572 -0.0025 0.0041 0.0045
Si -0.5782 -11.1419 23.9667 -0.0014 -0.0002 0.0039
Si -0.6271 -7.2253 24.0476 0.0114 -0.0032 0.0073
Si 4.1596 -1.4719 25.2393 0.0043 0.0024 -0.0025
Si 4.1029 2.4862 25.2461 0.0049 -0.0029 0.0031
Si 4.2251 -9.2229 25.6343 0.0016 -0.0095 0.0068
Si 4.1752 -5.3207 25.3902 -0.0081 0.0005 0.0074
Si 7.9057 -1.4098 25.3841 -0.0045 0.003 0.002
Si 7.8833 2.3983 25.4853 -0.0047 -0.0066 -0.0017
Si 7.9136 -9.1769 25.3435 -0.0016 0.0038 0.005
Si 7.879 -5.4331 25.3214 -0.0075 -0.0053 0.0022
Si 11.8965 -1.5135 25.3714 0.0049 0.013 0.0077
Si 11.8823 2.2725 25.2308 0.0001 -0.0119 0.007
Si 11.9275 -9.2725 25.4663 -0.0003 0.0145 0.0148
Si 11.8777 -5.4388 25.4738 0.0123 -0.0136 0.0047
Si 0.0664 -1.503 25.2135 -0.0022 0.0044 0.0031
Si 0.0543 2.3356 25.1408 0.0012 -0.0123 0.0077
Si 0.1034 -9.2087 25.2137 0.0066 0.0092 0.0086
Si 0.0815 -5.3604 25.3293 -0.003 -0.0032 -0.0019
Si 2.1172 -1.493 26.5098 -0.0112 -0.0026 0.0065
Si 2.0764 2.3734 26.5064 -0.0087 -0.0037 0.0011
Si 2.0841 -9.2306 26.627 -0.0048 0.0007 -0.0006
Si 2.1207 -5.3531 26.6013 0.0068 0.0062 0.0023
Si 5.9897 -1.483 26.7699 0.0029 0.0033 0.0128
Si 5.9388 2.4452 26.8057 -0.0031 0.006 0.0063
Si 6.1384 -9.2511 26.929 0.0028 -0.0041 0.004
Si 6.0454 -5.3395 26.8202 0.0021 -0.0018 0.0073
Si 9.8962 -1.4631 26.6613 0.0086 -0.0059 0.0038
Si 9.9299 2.3385 26.6429 0.0128 0.0012 0.0009
Si 9.894 -9.2113 26.6656 0.0031 -0.004 -0.0028
Si 9.8469 -5.4201 26.6668 -0.0002 0.0046 0.0074
Si 13.7679 -1.5181 26.7954 -0.0049 -0.0025 0.0047
Si 13.737 2.3189 26.7113 0.0007 0.0026 -0.0021
Si 13.8178 -9.2455 26.831 -0.0055 -0.0045 0.0046
Si 13.7618 -5.393 26.8742 -0.007 0.0035 0.0061
Si 2.1254 -3.4061 27.9762 0.0003 0.0004 0.0051
Si 2.1276 0.439 27.9412 -0.0032 0.0002 0.0019
Si 2.0961 4.2803 27.9822 -0.0002 0.0041 0.0047
Si 2.1356 -7.2894 28.0118 -0.0032 -0.0009 0.0033
Si 6.0162 -3.4007 28.143 -0.0017 -0.0032 0.008
Si 5.9734 0.4623 28.1029 -0.0029 -0.0037 0.0044
Si 6.0274 4.2931 28.2265 -0.0009 0.0037 0.0034
Si 6.0472 -7.2703 28.1715 0.0008 0.002 0.0022
Si 9.8685 -3.436 28.0118 -0.002 0 0.0034
Si 9.9006 0.4394 28.067 0.0002 0.0012 0.0026
Si 9.8997 4.2929 28.0182 -0.0024 0.0037 -0.0007
Si 9.8965 -7.3097 28.0813 0.0032 -0.0024 0.003
Si 13.7536 -3.4344 28.1587 0.0037 0.0003 0.0015
Si 13.7655 0.4251 28.1169 0.0014 -0.0035 -0.0048
Si 13.7643 4.2528 28.1007 -0.0001 0.003 -0.0035
Si 13.7834 -7.3261 28.1839 0.0015 -0.0002 -0.0036
Si 4.041 -3.426 29.4293 0.0051 -0.0006 -0.0012
Si 4.0289 0.4385 29.4231 0.0106 -0.0003 0.0023
Si 4.0206 4.3041 29.4425 0.0072 0.0007 0.0024
Si 4.0607 -7.2995 29.4395 0.0046 -0.0004 0.0017
Si 7.97 -3.4237 29.4505 -0.003 -0.0007 -0.0027
Si 7.9444 0.4438 29.4327 -0.0052 -0.0021 0.0031
Si 8.0018 4.2867 29.4706 -0.005 -0.0019 0.0011
Si 7.9847 -7.2943 29.48 -0.0076 0.0024 0.0027
Si 11.7834 -3.432 29.4443 0.0072 -0.0016 -0.0034
Si 11.819 0.4368 29.4553 0.0004 0.0013 0.0053
Si 11.814 4.3029 29.4344 0.0045 0.0001 0.0017
Si 11.8161 -7.3028 29.469 0.0033 -0.0015 0.0026
Si 0.2442 -3.4258 29.4484 -0.0068 0.0008 -0.0024
Si 0.2475 0.4374 29.4277 -0.0028 -0.0006 0.0054
Si 0.2244 4.2859 29.4447 -0.0025 -0.0021 0.0021
Si 0.2602 -7.2957 29.4712 -0.0058 0.001 0.0021
Si 0 1.9336 2.0503 -0.0846 0.0348 0.0926
Si 0 5.8008 2.0503 -0.0428 0.0311 -0.0144
Si 0 -5.8008 2.0503 -0.1725 -0.1032 -0.0707
Si 0 -1.9336 2.0503 -0.0779 0.0206 -0.0969
Si 3.8672 1.9336 2.0503 -0.1018 0.0505 -0.0173
Si 3.8672 5.8008 2.0503 0.1187 0.0158 0.0464
Si 3.8672 -5.8008 2.0503 -0.01 -0.0304 -0.0398
Si 3.8672 -1.9336 2.0503 0.0984 -0.0256 -0.0172
Si 7.7343 1.9336 2.0503 0.0056 0.1618 -0.0138
Si 7.7343 5.8008 2.0503 -0.1814 -0.0315 -0.0528
Si 7.7343 -5.8008 2.0503 -0.1304 -0.2001 -0.207
Si 7.7343 -1.9336 2.0503 -0.1491 0.0003 -0.1339
Si -3.8672 1.9336 2.0503 0.1599 0.0932 0.0722
Si -3.8672 5.8008 2.0503 0.2169 -0.0009 0.0029
Si -3.8672 -5.8008 2.0503 0.1328 -0.0729 -0.0715
Si -3.8672 -1.9336 2.0503 0.2154 -0.0124 -0.0321
Si -1.9292 1.9225 3.4597 -0.0012 0.0061 -0.0016
Si -1.9204 5.7749 3.4442 0.0016 0.0078 0.0042
Si -1.9368 -5.787 3.441 -0.0073 -0.0009 0.005
Si -1.92 -1.8954 3.4417 -0.0017 -0.0022 -0.0012
Si 1.9256 1.9732 3.4157 -0.0037 0.0003 0.0026
Si 1.9357 5.8412 3.3986 0.0055 0.0019 -0.0005
Si 1.9201 -5.823 3.3923 -0.0019 0.0005 0.0024
Si 1.9292 -1.9722 3.3893 0.0028 0.0008 -0.0018
Si 5.7944 1.9209 3.4118 -0.0029 0.0068 -0.0014
Si 5.802 5.7786 3.4484 0.0023 0.0058 0.0019
Si 5.8015 -5.8197 3.4163 0.0049 -0.0051 0.0034
Si 5.8035 -1.9192 3.4359 0.0004 -0.0036 -0.0056
Si 9.6767 1.9838 3.4009 -0.0039 -0.0049 0.0019
Si 9.6669 5.8123 3.3752 0.0023 -0.0012 0.0018
Si 9.6622 -5.8736 3.3718 0.0011 0.0066 0.0108
Si 9.6672 -1.9623 3.3707 0.0022 0.0032 0.0021
Si -1.9123 0.0094 4.8875 0.0073 -0.0057 -0.0058
Si -1.8923 3.8443 4.8626 -0.002 -0.0014 0.0026
Si -1.9401 -7.7465 4.7932 -0.0021 -0.0061 0.0039
Si -1.9204 -3.8193 4.8023 -0.0022 0.0059 -0.0009
Si 1.9388 -0.0179 4.6831 -0.0071 0.0026 -0.007
Si 1.9169 3.9535 4.7789 -0.0088 -0.0007 0.0028
Si 1.9356 -7.7163 4.7966 -0.0133 -0.0039 0.0093
Si 1.8747 -3.9216 4.7511 0.001 0.002 -0.0018
Si 5.8308 0.0252 4.8183 0.0075 -0.0028 -0.0011
Si 5.7879 3.8157 4.8152 0.0022 -0.0054 0.0061
Si 5.787 -7.7437 4.814 0.0043 -0.0048 0.0047
Si 5.7841 -3.8817 4.7645 -0.0005 0.0115 0.0023
Si 9.6912 0.0028 4.659 -0.0032 -0.0012 -0.0068
Si 9.7072 3.9498 4.7727 -0.001 0.0067 0.0068
Si 9.6448 -7.7808 4.7797 -0.0037 -0.0001 -0.0002
Si 9.6342 -3.9475 4.6629 -0.001 -0.0073 -0.0043
Si 0.1106 0.0443 6.1778 0.0047 0.0094 0.0017
Si 0.0465 3.9502 6.2631 0.0029 -0.0051 0.002
Si -0.0036 -7.6809 6.1595 0.0037 -0.0019 -0.0038
Si -0.0012 -3.8473 6.2218 -0.0068 0.0005 -0.0019
Si 3.8367 0.0077 6.0799 0.0013 -0.0089 -0.0002
Si 3.824 3.8962 6.1773 0.0114 0.0002 0.003
Si 3.8521 -7.7146 6.2005 0.009 0.0216 0.0092
Si 3.8178 -3.9735 6.0655 0.0035 0.0041 -0.0035
Si 7.8403 0.0084 6.1045 0.0027 0.005 -0.0069
Si 7.7647 3.8139 6.1161 0.0004 -0.0152 -0.0118
Si 7.726 -7.7654 6.1782 -0.0043 -0.0116 0.0036
Si 7.7446 -3.9242 6.0799 -0.0023 -0.0098 -0.0049
Si -3.9453 0.0063 6.1502 -0.0091 0.0032 0.0045
Si -3.8399 3.9332 6.2096 0.0016 -0.0092 -0.0043
Si -3.9008 -7.8259 6.1427 0.0056 0.0082 -0.0129
Si -3.9332 -3.8537 6.0241 0.006 0 -0.0042
Si 0.8025 1.9844 7.3765 -0.0169 -0.0031 0.0021
Si -0.1215 5.9406 7.6418 0.01 -0.0022 -0.0166
Si -0.0009 -5.7761 7.6037 0.0094 -0.0035 -0.0025
Si 0.4635 -1.8962 7.504 -0.0118 0.0028 0.0265
Si 3.2138 1.9209 7.325 0.0039 0.0064 0.0063
Si 3.7188 5.8193 7.5799 -0.0075 -0.0085 -0.0193
Si 3.8733 -5.7757 7.6192 0.0159 -0.0182 -0.0117
Si 3.5978 -2.0143 7.2794 0.0124 0.0066 0.0133
Si 8.5435 1.9084 7.334 -0.0119 0.0022 0.0009
Si 7.4771 5.7185 7.4732 0.0012 0.0256 -0.008
Si 7.7505 -5.8097 7.5294 0.0026 0.0028 -0.0014
Si 8.2987 -1.9772 7.2797 -0.0061 0.0068 -0.0054
Si -4.4748 1.9736 7.372 0.0098 0.0065 0.006
Si -3.7562 5.8136 7.732 -0.0268 -0.0048 0.0155
Si -3.8316 -5.8126 7.3302 -0.0132 -0.0025 -0.0051
Si -4.6641 -1.9648 7.2552 0.0019 0.0034 -0.0076
Si -1.9403 6.748 9.001 -0.0067 -0.0091 0.0141
Si -2.0064 -6.3258 8.7164 -0.0027 -0.0026 -0.016
Si 1.8127 6.2187 8.9265 -0.0016 -0.014 0.0279
Si 1.9369 -6.0818 8.958 0.0034 0.0231 0.014
Si 5.6036 6.1271 8.9235 0.0009 -0.0174 0.0331
Si 5.8502 -6.1208 8.9236 -0.0015 0.0186 0.0001
Si 8.9186 5.3304 9.2102 -0.0111 -0.0045 -0.0018
Si -5.6847 -5.682 8.7186 -0.0061 -0.0155 -0.005
Si 4.0816 -5.3649 30.8155 -0.2116 0.0394 -0.1269
Si 4.0816 -1.4977 30.8155 -0.2418 0.0432 -0.1502
Si 4.0816 2.3695 30.8155 -0.2844 -0.0381 -0.108
Si 4.0816 -9.232 30.8155 -0.2815 0.0047 -0.0536
Si 7.9488 -5.3649 30.8155 0.184 0.1216 0.1247
Si 7.9488 -1.4977 30.8155 0.103 0.1128 -0.0433
Si 7.9488 2.3695 30.8155 0.1948 -0.1491 0.1404
Si 7.9488 -9.232 30.8155 0.1855 -0.0733 0.1125
Si 11.8159 -5.3649 30.8155 -0.1079 0.0469 0.0511
Si 11.8159 -1.4977 30.8155 -0.126 -0.0224 0.0117
Si 11.8159 2.3695 30.8155 -0.0808 0.0528 -0.0014
Si 11.8159 -9.232 30.8155 -0.0747 -0.098 0.0464
Si 0.2144 -5.3649 30.8155 0.2107 0.09 0.0651
Si 0.2144 -1.4977 30.8155 0.1965 0.0837 -0.0642
Si 0.2144 2.3695 30.8155 0.1967 -0.114 -0.0096
Si 0.2144 -9.232 30.8155 0.1768 -0.1121 -0.0131
Si 6.0152 -5.3649 32.1827 0.0078 0.0295 -0.052
Si 6.0152 -1.4977 32.1827 0.0239 0.0038 -0.0556
Si 6.0152 2.3695 32.1827 0.015 0.0179 -0.063
Si 6.0152 -9.232 32.1827 0.0164 -0.0678 -0.0503
Si 9.8824 -5.3649 32.1827 -0.0063 0.0211 0.0573
Si 9.8824 -1.4977 32.1827 -0.0036 0.0687 0.0383
Si 9.8824 2.3695 32.1827 -0.0306 -0.0637 0.0406
Si 9.8824 -9.232 32.1827 -0.0089 -0.0292 0.0452
Si -1.7191 -5.3649 32.1827 -0.011 0.032 -0.0269
Si -1.7191 -1.4977 32.1827 -0.0086 -0.0092 -0.0352
Si -1.7191 2.3695 32.1827 0.0038 -0.0066 -0.0358
Si -1.7191 -9.232 32.1827 -0.0046 -0.0082 -0.0244
Si 2.148 -5.3649 32.1827 -0.0186 0.01 0.0574
Si 2.148 -1.4977 32.1827 0.0029 0.0162 0.0489
Si 2.148 2.3695 32.1827 0.0025 -0.0099 0.0444
Si 2.148 -9.232 32.1827 0.0031 -0.0272 0.0529
Si 6.0152 -3.4313 33.55 -0.0228 0.0017 -0.0004
Si 6.0152 0.4359 33.55 -0.0161 -0.017 0.0081
Si 6.0152 4.3031 33.55 -0.029 -0.0151 0.0288
Si 6.0152 -7.2984 33.55 -0.0187 0.022 0.0032
Si 9.8824 -3.4313 33.55 0.0161 0.0173 -0.0027
Si 9.8824 0.4359 33.55 0.0349 0.0257 -0.0054
Si 9.8824 4.3031 33.55 0.013 -0.0016 -0.0257
Si 9.8824 -7.2984 33.55 0.0072 -0.0343 -0.0132
Si -1.7191 -3.4313 33.55 0.015 0.0049 0.0041
Si -1.7191 0.4359 33.55 -0.0206 -0.0013 0.0115
Si -1.7191 4.3031 33.55 0.0099 -0.0162 0.0184
Si -1.7191 -7.2984 33.55 0.0019 0.012 0.0154
Si 2.148 -3.4313 33.55 0.0114 0.0066 0.0008
Si 2.148 0.4359 33.55 0.0007 0.0381 -0.0134
Si 2.148 4.3031 33.55 0.0114 -0.0098 -0.0242
Si 2.148 -7.2984 33.55 -0.0112 -0.0451 -0.017
Si 0 0 0.683 0.0126 -0.005 0.0095
Si 0 3.8672 0.683 -0.0565 -0.0037 0.0027
Si 0 7.7343 0.683 -0.1295 0.0073 -0.0194
Si 0 -3.8672 0.683 -0.0991 -0.0053 -0.0004
Si 3.8672 0 0.683 -0.0495 0.0064 0.0047
Si 3.8672 3.8672 0.683 0.0515 -0.0078 -0.0157
Si 3.8672 7.7343 0.683 0.0764 0.0027 -0.0199
Si 3.8672 -3.8672 0.683 0.0953 -0.003 -0.0103
Si 7.7343 0 0.683 -0.0129 0.0021 0.0109
Si 7.7343 3.8672 0.683 -0.0781 -0.0246 -0.0186
Si 7.7343 7.7343 0.683 -0.1132 0.0327 -0.042
Si 7.7343 -3.8672 0.683 -0.0494 0.0198 -0.0019
Si -3.8672 0 0.683 0.0186 -0.0092 0.0158
Si -3.8672 3.8672 0.683 0.092 -0.0113 -0.0139
Si -3.8672 7.7343 0.683 0.1683 0.021 -0.0224
Si -3.8672 -3.8672 0.683 0.0755 0.0102 0.0035
Si 0.2618 -2.9567 21.0872 0.014 0.0021 -0.002
Si 0.3816 0.0219 21.6684 -0.0017 -0.0028 0.0064
Si 0.5968 -9.9887 21.3528 0.0005 0.0032 -0.0035
Si -0.9278 -7.4341 20.958 -0.0006 0.0023 -0.0033
Si 3.4697 -3.045 21.1519 -0.0077 0 0.001
Si 3.5765 -0.0369 21.3582 -0.0068 -0.0095 -0.007
Si 3.2111 -8.9066 22.1734 0.0033 -0.0064 0.0006
Si 4.7682 -7.7222 19.8961 -0.0049 0.0001 0.0048
Si 9.5989 -5.6929 20.6116 -0.0024 -0.0005 -0.0049
Si 8.6212 1.6649 21.5847 0.0126 -0.0129 -0.0257
Si 8.9628 -11.5404 22.1491 0.0008 -0.0087 -0.0044
Si 7.3382 -7.3637 21.621 0.0064 0.001 -0.0136
Si 11.242 -0.1348 21.796 0.0074 0.0039 0.0061
Si 11.2653 -10.8101 22.1347 0.0186 0.0132 0.0009
Si 10.2531 -3.1588 22.059 -0.01 0.0026 -0.01
Si 11.6976 -7.6426 22.0013 0.0054 0.0102 0.0105
Si -2.8337 2.2015 10.17 0.004 0.0009 0.0016
Si -0.1794 -1.1591 10.3923 -0.0015 -0.0034 -0.0094
Si 0.2113 1.9376 9.6394 -0.0032 0.0053 0.0011
Si -0.6403 -5.7104 13.2603 -0.0041 -0.005 -0.0005
Si 5.1457 1.336 9.632 0.0062 -0.0067 0.0022
Si 5.9735 -1.4919 9.1912 -0.0139 0.005 0.0027
Si 7.8833 2.4024 9.5104 -0.0049 -0.0113 0.0043
Si -4.6715 -2.9909 10.0039 -0.0002 0.0063 0.0075
Si -2.5328 -0.3631 12.0724 0.0079 0.003 -0.0086
Si 13.6971 0.2003 15.0049 -0.0007 -0.0029 0.0005
Si 0.8297 -1.5961 15.3331 -0.0018 -0.0005 0.0023
Si 2.1523 -5.1442 11.9781 -0.0016 0.0127 -0.0101
Si 2.0491 -2.0481 12.4104 0.0137 -0.006 -0.0071
Si 4.9235 -0.7168 11.8197 -0.0053 0.0038 -0.0118
Si 6.6219 -10.5029 16.0342 -0.0005 -0.0009 0.0046
Si 6.5817 2.8693 13.6895 0.0021 -0.0004 -0.0069
Si 6.8559 -5.6288 11.7774 -0.0001 -0.0022 -0.0033
Si -4.2078 3.3528 12.4575 0.0014 -0.0097 -0.0032
Si 8.8896 1.3302 12.203 0.0045 0.0056 -0.0088
Si 8.5919 -4.003 13.539 -0.0021 0.0003 -0.0021
Si 2.0017 4.0565 11.2663 0.0032 -0.0034 0.0018
Si 4.3574 0.8215 18.4743 0.0054 -0.0036 0.0034
Si -1.711 -8.599 12.2985 0.0013 0.0033 -0.0015
Si 2.0238 -12.8172 17.6197 0.0002 -0.0004 0.0023
Si -5.4506 -1.4871 12.3765 -0.0021 0.0022 -0.0006
Si 0.2742 4.8844 13.7072 -0.0002 -0.003 -0.0053
Si -4.6879 -9.2539 13.0993 -0.0003 0.006 -0.0008
Si 7.5236 -3.7634 16.4208 -0.0034 0.0032 0.002
Si -0.4938 1.6689 19.1214 -0.0045 -0.0019 -0.0018
Si 4.5165 -4.1613 16.2295 0.0033 0.0042 0.0009
Si 2.3848 -10.9204 18.8427 -0.0028 -0.0036 -0.0039
Si 8.109 -0.6948 16.5245 0.0028 0.0009 0.0026
Si 0.2856 -5.1906 19.0724 -0.0022 -0.0032 -0.001
Si 8.0431 -10.2673 20.4229 -0.0089 0.0075 -0.002
Si 11.8327 -10.509 17.0197 0 -0.0046 0.0024
Si 3.4128 -5.0766 18.9346 0.0035 -0.0009 -0.0017
Si 11.1328 -0.9304 16.5325 0.0002 -0.0004 0.001
Si 5.3996 -10.3529 18.7999 -0.0043 -0.0006 0.0004
Si 9.1219 -7.7143 10.9902 -0.0061 -0.0024 -0.0016
Si 4.9377 4.7263 11.7579 -0.0012 -0.0004 -0.0024
Si 10.7695 -7.992 15.7082 -0.0019 0.0011 -0.0007
Si -2.7073 -4.8412 11.5003 -0.0069 0.0085 0.0077
Si 12.2883 0.6183 19.0063 -0.0014 -0.0012 -0.0025
Si 9.8011 -5.793 17.4909 0.0024 -0.0013 0.0051
Si -4.3483 -5.527 13.9534 -0.001 0.0033 -0.0007
Si 3.6664 -1.1404 16.3873 -0.0005 0.0009 0.0029
Si 5.6857 0.1816 14.5513 -0.0062 -0.0051 0.0041
Si 8.9206 -11.1551 17.6814 -0.0008 -0.0061 -0.0049
Si 4.463 -6.1257 13.7128 0.0047 0.0007 -0.0039
Si -0.5151 -4.3823 16.14 0.0012 0.0058 0.0012
Si 7.4827 1.5557 18.5566 -0.0041 -0.0071 0.0026
Si 11.9263 -3.9129 16.3099 0.0004 0.0011 0.0049
Si 4.5479 -9.1124 14.4166 -0.0021 -0.0027 -0.006
Si 12.6476 -11.9551 19.4916 0.0003 -0.0015 -0.0078
Si -2.1112 3.2001 14.856 0.001 -0.0077 -0.0011
Si 2.1066 -10.4355 16.0132 0.0031 -0.0013 0.0015
O 1.8717 -2.9294 21.0025 -0.0022 -0.0053 0.0134
O -0.2316 -3.6568 22.4713 0.0039 0.0016 -0.0155
O 2.0144 -0.067 21.8428 -0.0005 0.0035 0.0012
O -0.0896 -11.0873 22.3576 0.0006 -0.0004 -0.0034
O 1.5983 -9.0781 22.2775 -0.0067 -0.0015 0.0044
O 3.5458 -8.53 20.622 0.006 0.004 -0.0011
O -0.3217 -6.9706 22.4157 -0.0012 -0.0012 0.0072
O 3.7771 -3.7255 22.6015 0.0007 0.0053 0.0035
O 4.4475 0.663 22.529 0.0047 0.0064 -0.0011
O 3.8332 -10.3515 22.6636 -0.0029 0.0003 -0.0091
O 6.1248 -11.1287 23.5564 0.0224 -0.0044 0.0086
O 3.704 -7.6192 23.0377 -0.0083 0.0021 -0.0098
O 11.6388 -3.6701 22.7581 -0.0036 -0.0067 -0.0179
O 8.9327 -3.3407 22.9971 -0.0008 -0.0006 0.0048
O 10.1313 1.0373 21.5729 -0.0058 -0.0052 0.0081
O 7.7242 0.7417 22.6046 -0.0053 -0.001 -0.0001
O 10.5111 -6.6044 21.6043 0.0057 -0.0016 0.0056
O -3.2904 3.463 11.107 -0.0012 -0.0007 0.007
O -0.3898 -1.8543 8.9229 0.0018 0.0009 -0.0086
O 2.0726 -1.9585 7.9467 0.0087 0.0004 -0.0092
O 3.7826 1.8332 8.8975 -0.0014 0.0024 -0.0056
O 4.7404 -2.2653 8.4517 -0.0006 -0.0003 -0.0004
O 6.2344 2.558 9.6128 0.0065 0.0016 0.0012
O 7.4412 -2.0219 8.7298 0.0054 -0.0049 0.0105
O -3.8422 2.0127 8.9094 -0.0056 -0.0032 -0.0075
O -4.9725 5.5306 8.8286 0.0327 0.0048 -0.0082
O -4.0254 -2.1255 8.7841 0.007 -0.0015 0.0093
O -5.6217 -4.2111 9.4804 -0.0061 0.0101 0.0057
O 0.4486 -3.1389 15.7128 0 -0.001 0.0029
O -2.8852 0.8272 11.0288 0.0024 -0.0024 0.0063
O 13.6958 1.7487 15.5279 -0.0012 0.0049 -0.001
O 4.2044 -2.6001 15.9403 0.001 -0.004 0.0028
O 0.8777 -9.9012 15.0732 -0.0039 -0.0004 -0.0007
O 0.1052 1.1844 20.5575 0.0002 0.0029 0.0025
O -0.4212 -6.493 19.7397 0.0018 0.0053 0.002
O 4.1235 -1.5546 21.1034 -0.0044 -0.0038 0.0059
O 4.263 -0.7068 17.86 -0.0008 0.0022 0.0004
O 3.7974 0.8304 20.0042 -0.0011 0.0029 0.0003
O -1.2343 -12.3625 19.4166 -0.0023 0.0014 0.0072
O 5.8071 -7.2775 21.063 0 -0.0007 0.0016
O 8.5987 -4.776 17.0928 -0.0013 0.0007 0.0018
O 9.7456 -6.1562 19.0672 0.0006 0.0019 0.0036
O 8.0154 -8.6976 20.9258 0.0004 0.0124 0.002
O -3.0577 -9.1469 13.0455 0.0015 0 0.0032
O 11.7287 -8.9081 16.6725 0.0008 0.0015 0.0015
O -3.7066 -4.2302 14.7133 -0.0002 -0.001 0.0028
O 12.2491 -0.0399 20.5051 -0.0064 0.0029 0.0007
O 11.356 -0.2144 17.9812 0.0018 0.0004 0.0044
O 11.7866 2.1868 19.0261 0.0034 0.0039 0.006
O 12.1855 -11.5625 20.9955 -0.0061 0.0058 0.0092
O 10.3845 -11.2826 16.9729 0.0048 0.0042 0.005
O 11.1595 -9.1877 21.8153 -0.0044 -0.0229 0.0023
O 12.9179 -7.3562 20.9512 -0.0011 -0.0015 0.0028
O -0.4479 -9.472 12.793 -0.0025 -0.0006 0.0058
O 1.2369 2.7849 10.5936 0.0027 -0.0011 0.0029
O -0.7658 3.7106 14.1151 0.0017 0.0059 0.0032
O -2.1926 -5.7515 10.2599 0.0025 0.006 0.0193
O -1.5326 -1.3741 11.2727 -0.0009 0.0077 0.0044
O 7.6033 -3.7427 14.7948 0.0023 0.0008 0.0011
O 1.7351 5.3686 10.3331 -0.0009 0.0134 -0.0159
O 4.8181 0.7791 11.1327 0.0008 -0.0092 0.0071
O 1.9239 -7.6727 9.423 -0.0043 -0.0174 0.0007
O 2.3828 -3.6299 12.5092 -0.0048 0.0159 -0.0039
O 5.805 -0.6976 13.1823 -0.0022 0.0039 0.0066
O 5.834 0.0989 8.7861 -0.0005 0.0025 0.0024
O 5.7656 -7.7344 9.2778 0.0012 0.0038 0.0034
O 5.5407 5.3836 10.3938 0.0012 0.0052 -0.0181
O 6.0034 -9.2805 15.153 0.001 0.0019 0.0049
O 6.0126 -5.3462 10.3932 0.001 -0.0047 0.0022
O 5.7468 -1.6903 10.792 -0.0022 0.0028 0.0014
O -1.8551 -8.8053 10.6754 -0.0003 0.0023 -0.0036
O 8.3173 1.3296 10.673 -0.0027 0.0101 0.0004
O 8.6265 3.8324 9.8314 0.0044 0.0075 0.0099
O 8.5266 -9.1047 10.4103 0.0017 0.0011 0.008
O -5.5415 -6.8812 9.8427 0.0037 0.0034 0.0018
O 9.057 -0.2153 12.6662 0.0011 -0.0028 0.0038
O -5.6332 -1.98 10.8362 0.0015 -0.0029 -0.0021
O -1.75 0.218 13.3744 -0.0019 -0.0026 0.0018
O 1.4678 4.2591 12.7913 -0.0051 0.0032 0.006
O 1.9742 -5.1912 10.352 -0.0021 -0.0022 0.0031
O 3.4832 -10.0106 15.2562 -0.0006 0.0001 0.0032
O 4.2785 -0.1152 15.2943 0.0076 0.0003 -0.002
O 7.012 -0.1362 15.4501 -0.0003 0.0005 0.0003
O 1.9378 -12.077 16.135 -0.0018 0.0009 0.0051
O 6.0505 3.7574 12.4417 0.0008 -0.0002 0.0074
O -5.3063 -9.0389 14.602 0.0011 0.0007 0.0039
O -3.3103 3.0641 13.7734 -0.0033 0.003 -0.0023
O -3.8786 -1.1085 12.6028 -0.0049 -0.0003 0.0035
O -5.1459 2.0579 12.2617 -0.0046 0.0051 0.0027
O 10.4536 -1.5789 21.7145 -0.0042 -0.0001 0.0025
O 5.6258 -10.9035 17.2788 0.0018 0.0008 -0.0012
O 1.8759 -5.3528 19.3581 -0.0032 -0.0005 0.0015
O 5.8464 1.497 18.4128 0.0062 -0.0014 0.0063
O 0.8787 -5.8153 12.7254 0.0001 0.008 0.004
O 6.5671 -10.7924 19.8708 0.0056 0.0001 0.0041
O 3.4227 -1.229 12.1393 -0.0162 -0.0081 0.0082
O -5.3003 -8.0888 12.1615 0.0041 -0.0019 0.0059
O 9.5001 -5.3252 13.8951 0.0007 0.0004 0.0025
O 8.1582 -12.6072 17.8194 0.0014 0.005 0.0043
O 8.058 0.1986 17.8794 -0.0068 0.0071 0.0033
O 0.0571 -5.1586 17.4577 -0.001 0.0028 0.0028
O 12.4073 -10.6631 18.5355 -0.0009 -0.0045 0.0014
O 7.8843 -6.8574 11.5517 -0.0014 0.0035 0.0036
O -0.2767 -3.8195 19.8011 0.0012 -0.0008 0.0054
O 6.8874 3.7358 15.0178 -0.0018 0.001 0.0037
O 5.9464 -6.0639 13.0531 -0.0037 0.0007 0.0059
O 4.0506 -3.9306 19.9151 -0.0045 0.0024 0.006
O 12.8835 -11.2259 16.0066 -0.0051 0.0032 0.0058
O 7.9357 2.1104 13.2405 0.0017 -0.0007 0.0023
O -5.0953 4.7113 12.618 0.0011 -0.0017 0.0039
O 3.47 -4.661 17.3674 -0.0007 -0.0028 0.0049
O 8.0666 -5.9854 21.1003 -0.0044 -0.004 0.0084
O -3.8133 -5.6141 12.4223 0.002 0.0009 0.0017
O -0.2308 -1.3946 21.0679 0.0013 -0.0018 0.0031
O 0.6732 1.7962 17.9943 0.0054 0.0013 0.0011
O 9.564 -2.7092 13.3496 -0.0018 0.0007 0.0044
O 5.4131 -8.7149 18.7752 0.0016 -0.002 0.0036
O 8.0494 -10.1425 16.7291 0.0016 0.0004 0.0049
O 1.0623 -1.867 11.1419 0.0072 -0.0031 0.0176
O 7.9012 1.5493 20.1238 0.0098 0.0054 0.017
O 2.031 -1.1041 16.3383 0.0001 0.0003 0.0007
O 9.6448 -0.5655 15.9471 -0.0033 0.0009 0.002
O 13.5119 -3.781 16.5992 0.001 -0.0004 0.0012
O 0.1779 0.4209 10.2369 -0.0017 -0.0044 0.0053
O -3.9219 -6.857 14.8068 -0.0006 -0.0021 0.0036
O -1.4094 -7.0875 12.8394 0.0017 0.0007 0.0026
O -0.4608 -0.6151 15.5345 0.0009 -0.0006 0.0002
O -3.4305 -3.5136 10.9137 0.0027 -0.0037 0.002
O -1.4241 -4.4947 12.4628 -0.0008 0.0004 0.0032
O 5.5106 1.7436 14.143 -0.0006 0.0008 0.002
O 9.0878 -10.4388 19.1492 -0.0051 0.0021 0.0104
O 1.4317 -10.6923 20.1477 -0.0004 0.0014 0.006
O -1.3147 2.5564 9.687 -0.0016 -0.0013 0.0022
O 4.1757 -7.5372 14.4659 0.0006 0.0008 0.0025
O 6.2234 -3.4139 23.4918 0.0161 0.0046 0.0031
O 3.6177 3.8328 11.374 -0.0001 0.0027 0.003
O 7.7001 -4.2876 12.1999 0.0003 0 0.0052
O 3.3381 1.6917 17.5566 -0.006 0.0029 0.0035
O 6.0367 -4.3075 16.8095 -0.0011 0.0001 0.0004
O -0.6478 -5.4246 14.8752 -0.0012 0.0022 0.0037
O 2.1142 -9.8489 17.5693 -0.0008 -0.0002 0.0037
O 4.2875 -4.961 14.8346 -0.0006 -0.0019 0.002
O 11.1771 -2.5421 16.7328 0.0004 0.0004 0.0023
O 1.3483 -1.5276 13.786 0.0078 -0.006 -0.0069
O 9.9898 -4.1052 20.7467 0.0031 0.0028 0.0087
O 4.5707 -9.5773 12.8475 0.0004 0.0001 0.0062
O 3.9641 -10.9269 19.3084 0.0012 0.003 0.0054
O -0.5165 -8.9978 20.6954 0.0011 -0.002 0.0074
O 12.3134 -0.496 15.5091 0.0029 0.0007 0.0018
O 3.4483 -5.991 12.4503 -0.0007 0.0027 0.007
O 7.7698 -2.238 16.9468 -0.0002 -0.0016 -0.0007
O -1.6039 0.6038 18.5521 -0.0025 0.0005 0.0076
O 11.2545 -5.1058 17.1948 0.004 0.0027 -0.0009
O 9.686 -7.1934 16.6386 0.0012 -0.003 -0.0008
O 4.2654 -6.4329 19.0898 -0.0048 0.0062 0.0052

Results
free energy: -281413.929 eV
free energy less fixed offsets of O -568.88, Si -635.61 eV per atom: -12.089 eV

The program warned: the cutoff lies below the one the program advises for these potential files; the forces do not sum to zero within the program's tolerance; the exchange-correlation potential is rough where the density is thin.
